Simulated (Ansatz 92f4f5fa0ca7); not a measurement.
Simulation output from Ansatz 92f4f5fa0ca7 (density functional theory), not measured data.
Periodic cell of 150 atoms, Si88O58N4, from a study of silicon, its oxide and their interface. The atomic structure is a simulated model.

Settings
functional: r2SCAN
potential files: Ansatz norm-conserving
basis: plane waves
wave-function cutoff: 1300 eV
density cutoff ratio: 4
exchange-correlation grid ratio: 1
k mesh: 2 x 2 x 1, shifted by 0.5 0.5 0.5 of a step
self-consistency stop: 5e-08 eV per atom in the density residual
occupations: Fermi-Dirac, 0.05 eV
spin: none
net charge: 0

Cell vectors (angstrom)
a 10.9364 -0.1063 0.0739
b -0.1063 11.0141 0.0364
c 0.1452 0.0716 21.4854

Atoms and the computed forces on them: element, x, y, z (angstrom), force x, y, z (eV/angstrom)
Si -0.6934 0.6807 -0.145 2.9943 -0.9449 -0.0116
Si 3.3699 3.5478 -0.5889 1.5778 -1.33 4.0605
Si -0.8741 5.8647 -0.4961 -1.5045 -1.8553 -0.1857
Si 2.723 8.3258 -0.2395 -0.7489 0.2213 1.7464
Si 5.1696 0.8378 -0.7681 -3.2332 2.5671 1.1688
Si 8.3119 1.7362 -0.3248 -0.8866 -1.3407 -2.2764
Si 4.4021 6.7317 0.4407 2.8342 -0.1675 -1.5792
Si 7.9899 7.9563 -0.3132 1.1162 -0.0932 -0.4766
Si 1.4912 1.4246 0.5889 -0.609 0.8857 -0.5769
Si 4.4744 4.4181 1.4561 -2.3375 0.9732 -1.5577
Si 1.3542 6.966 1.3322 0.1872 2.3414 0.4722
Si 3.3516 10.6786 0.406 -1.8936 -0.1966 -2.1323
Si 6.4125 1.1536 1.0713 2.591 0.4138 2.1094
Si 9.4304 3.9789 1.0094 -0.3579 1.2258 1.1215
Si 6.5168 7.5474 1.2813 -1.5588 -2.1779 1.5341
Si 9.805 9.8178 1.4557 -1.9215 0.4773 0.5286
Si 0.1136 2.6288 2.25 0.2659 -0.1345 0.9584
Si 3.7841 -0.5184 2.5262 -0.13 -2.3955 2.1602
Si 0.0481 8.4681 2.7002 0.7191 -0.4943 0.8822
Si 2.7458 5.5068 2.6891 0.1186 -1.0583 -0.0999
Si 5.6435 2.8662 2.7542 0.2944 -0.4657 -0.3075
Si 8.0469 -0.0341 2.7792 0.1444 -1.4037 -0.4478
Si 5.5006 8.6455 3.0473 -0.9652 0.1639 0.3311
Si 8.2577 5.3609 2.8737 0.427 -0.6645 1.0567
Si 1.3641 3.9733 3.923 -1.6635 1.4869 -1.1121
Si 4.332 1.2002 3.8613 0.365 1.8752 1.8111
Si 1.5962 9.6093 3.9805 0.2084 0.4731 0.1135
Si 4.4075 6.6128 3.983 -1.7658 2.4821 -0.5283
Si 6.8842 3.8788 4.5857 0.9841 0.2899 -2.3693
Si 9.8081 1.0233 3.9231 -2.5824 2.746 -1.5103
Si 6.7959 9.7022 4.6648 1.2366 -0.3386 -1.6693
Si 9.5741 7.156 4.3516 -0.3379 -1.1204 -2.1755
Si -0.0117 0.0584 5.342 2.5436 -1.8431 1.9335
Si 2.7384 2.7307 5.228 1.1281 -1.3707 0.4169
Si -0.3577 5.3915 5.102 1.2123 -1.4523 1.6529
Si 2.7996 8.0053 5.2205 0.2383 -0.2904 1.8678
Si 5.6053 0.0885 5.769 -1.5048 -0.1028 1.0308
Si 8.0426 2.2215 5.66 0.9123 -0.0251 0.7771
Si 5.5035 5.4204 5.523 -0.605 -0.5879 2.2489
Si 8.2053 8.2174 5.869 -1.3562 0.4646 -0.0802
Si 1.5539 1.3366 6.6808 -1.3571 -0.3199 -0.031
Si 3.7327 4.2011 6.8721 0.7312 1.2437 0.8047
Si 1.1228 6.518 6.6653 -0.8733 1.9542 -1.9827
Si 3.8984 9.457 7.0024 0.2637 -1.0023 -0.7574
Si 6.8872 1.0182 7.5698 -2.0599 1.9375 -2.6458
Si 9.3425 3.8027 6.8215 0.3176 2.4797 -0.9368
Si 6.5224 6.9747 7.1089 2.1312 -1.612 -0.436
Si 9.6035 9.5128 7.1572 -0.5516 1.3856 -0.8791
Si 0.106 2.8432 7.8264 -0.6103 -1.6629 -0.2872
Si 2.2102 -0.5224 8.0268 1.1975 1.143 1.0229
Si -0.1554 7.998 8.0385 1.6057 -1.1597 0.6272
Si 2.4325 5.8938 8.2701 1.1454 -1.9203 1.0558
Si 5.2175 2.4216 9.0917 2.1256 0.1462 -0.2555
Si 8.2868 -0.3217 8.5703 0.4238 -0.5174 0.0834
Si 5.168 7.8711 8.7014 -1.619 1.2326 0.3881
Si 8.3459 5.7137 8.4195 -0.8182 -2.0152 -0.7173
Si 1.0259 4.8711 10.0913 -0.0242 -2.3296 -0.5388
Si 3.5723 0.8027 9.6716 -2.069 -1.3221 0.3651
Si 1.1293 8.7841 9.8615 -0.3037 2.024 0.618
Si 3.5864 6.841 10.1381 -1.2469 -0.9268 -0.8141
Si 7.4109 3.7847 9.5606 0.2151 -0.5158 2.5747
Si 9.4715 1.5467 9.2448 2.7671 -0.8019 2.6239
Si 6.238 10.2541 9.8948 -1.2077 0.5358 -1.3464
Si 10.101 6.531 9.8292 -0.7634 -0.9001 0.979
Si 0.5401 1.4305 16.2391 4.4515 3.9785 -2.5832
Si 0.7895 0.2715 11.2795 0.0643 -0.4456 0.765
Si 10.0983 7.1633 12.2366 -0.8017 0.68 0.8093
Si 6.9379 -2.1165 18.6202 -2.3473 -4.3303 -2.2435
Si 14.1726 4.9695 18.2972 1.6833 1.5523 -2.5418
Si 7.2338 3.5668 12.6377 1.2589 -0.4494 -3.1788
Si 0.1221 5.1956 18.245 -0.6866 -0.3058 -3.9363
Si 8.7906 9.398 14.1865 -0.299 -1.9776 -1.1265
Si 15.6777 2.3954 13.5184 3.0536 -2.8413 2.7016
Si 14.3559 -6.7727 11.9673 -1.4006 1.1663 -0.159
Si 14.3762 5.4763 13.9218 -1.3116 1.0478 1.6773
Si -0.9945 0.616 18.5859 -0.6532 -1.4253 -2.728
Si 11.7344 -0.5811 14.2515 4.2568 -0.2526 -1.3209
Si -1.0866 14.6963 15.8954 -1.9961 -2.5817 1.5668
Si 7.182 0.5493 12.4745 -2.719 0.0482 2.2935
Si 8.7982 -6.141 13.5914 -1.6443 -0.4726 4.0249
Si 12.5528 7.8585 12.7685 -1.5891 -1.3284 -2.424
Si 4.2817 -3.4809 19.1726 3.079 -0.6444 -4.346
Si 7.0628 -9.6619 18.2522 1.6665 -0.4257 -1.9617
Si 6.0917 5.0436 14.7728 -1.6307 3.343 0.3222
Si 7.133 4.0057 17.3516 0.3289 3.5207 -1.3419
Si 13.9474 3.3317 15.8919 1.9794 -2.6515 3.2565
Si 7.9771 9.9771 17.1197 -1.1832 0.8573 -1.4752
Si 8.475 6.2958 18.7027 -1.7982 0.1817 -2.2752
O -2.632 3.4264 -0.1542 1.1248 1.0891 0.7979
O -0.1787 -10.9701 19.795 0.9934 -0.5238 3.2775
O -1.0345 6.3307 17.657 -0.2625 -1.2955 2.3738
O 1.969 2.8702 -0.1993 -0.7668 -1.1077 -0.0483
O 7.2685 6.1393 23.4431 -0.7404 1.2743 -0.6215
O 0.0587 5.1644 19.8179 -0.4935 -1.096 -0.0815
O 4.8493 6.4611 -1.2501 -0.6188 1.6679 1.347
O 4.0078 4.0028 17.266 -4.2753 -1.2789 -2.5362
O 8.071 -1.9118 15.6639 1.7018 1.4959 -2.1091
O 4.652 2.5406 20.575 2.081 -4.1438 -0.6302
O 14.9432 6.4245 17.9436 -0.7515 -0.0265 2.1702
O 11.0757 1.1778 17.738 -2.1782 -0.962 5.365
O 2.646 7.9176 19.6147 0.5368 1.0546 1.898
N 8.5774 1.3425 19.1773 -3.4131 1.8313 1.167
N 8.9267 6.7281 20.327 -0.3646 0.1408 -0.1005
O 7.0315 11.4234 16.9947 2.1194 -2.0381 0.3286
O 1.6708 4.1251 11.6803 -0.0576 2.0712 -3.2059
O 9.5442 5.6811 12.7029 3.0388 3.4476 -4.1437
O 7.6552 2.025 12.2071 0.4269 0.9865 0.4065
O 11.8029 0.3885 12.9784 -1.0837 1.1251 0.2023
O 0.3242 9.6293 11.1882 1.2987 0.2755 -2.6581
N 2.2029 7.9489 10.9181 1.9018 -1.6277 0.0231
O 4.0381 5.2517 10.7385 -0.8809 1.7058 0.2589
O -0.4996 -8.94 15.2957 -0.6235 2.1939 0.1232
O 12.0846 11.0859 15.7483 0.0845 -2.5299 -3.2313
O 7.0975 4.3077 11.1203 -0.4559 -0.2989 1.2484
O 8.8049 2.8196 10.0272 -1.6683 0.1539 -1.7359
O 15.3587 3.4022 8.2994 -0.6205 0.6666 -1.9127
O 4.703 10.7977 10.0595 -0.0248 0.1635 0.2166
O 5.9062 8.7266 9.888 0.8912 -2.3562 -0.4979
O 6.9644 10.6597 11.1849 1.0169 1.4717 3.4952
O -1.0335 4.6637 14.6378 0.2605 0.0517 -0.0264
O 13.6062 -4.2222 13.421 0.6597 -1.0335 0.7667
O 5.9997 0.5045 19.3486 0.3483 0.9455 -1.2703
O 5.5824 1.0433 13.2399 1.2698 -0.0404 -1.1914
O 0.5587 3.4566 9.2375 1.2857 2.088 2.0167
O 10.585 0.8884 10.5574 -2.1564 1.3457 -1.7982
N 5.9173 3.77 13.6798 -0.7732 -1.6084 -0.4965
O 24.0273 11.5555 11.0123 2.5626 0.1573 -1.304
O 3.5616 4.5627 19.7005 -1.5323 1.7841 -1.6133
O 1.8394 2.5377 16.4505 -0.3938 -0.6013 -1.0438
O 0.3859 6.7661 21.6733 1.0117 0.5546 0.7247
O 10.6112 -12.4672 14.4484 -5.517 -0.8758 0.961
O -0.2042 3.8277 17.2746 0.174 2.586 0.915
O 8.125 10.6739 13.3921 -0.2728 -0.0992 1.101
O 12.6144 5.317 18.0167 0.1999 -0.0908 -0.0383
O 14.9843 -8.2306 12.1854 -0.6218 -0.5636 -1.7011
O 19.333 3.4168 16.534 0.5482 0.5883 -0.4918
O 13.3891 4.5481 15.079 1.2241 2.7759 -2.2878
O 15.7548 6.097 14.5891 -0.0621 -2.6476 -0.6091
O 5.9917 4.8519 16.3491 3.3604 -0.7928 1.3261
O -1.4969 -2.0924 21.7597 0.3472 -0.0235 -0.3182
O 7.8272 -6.2127 18.7376 -0.4669 -1.0838 -2.5336
O 9.5637 -0.8828 17.7576 -0.7231 1.4986 -0.4444
O -4.4592 -8.2676 17.2358 -0.7597 -3.0971 4.6517
O 8.869 8.147 12.8917 0.7353 1.6215 2.1142
O 23.4583 9.0804 13.646 1.2535 1.6802 1.9975
O 5.2893 -2.1118 18.6545 -1.2901 -2.1539 1.1128
O 7.4456 -2.0361 20.1138 0.5978 0.4959 0.7822
O 18.3579 5.6962 14.3542 1.935 -0.6372 -0.1284
O 14.8655 2.3057 14.9153 -0.8002 1.1927 0.3759
O 7.2076 7.1712 17.9547 2.3308 1.9062 3.0775

Results
free energy: -38406.676 eV
free energy less fixed offsets of N -289.75, O -463.61, Si -117.95 eV per atom: 21.304 eV
pressure: -2.13 GPa
stress xx, yy, zz, yz, xz, xy (GPa, positive in tension): 2.29, 1.35, 2.73, 0.92, -0.89, -2.3

The program warned: the forces do not sum to zero within the program's tolerance.
